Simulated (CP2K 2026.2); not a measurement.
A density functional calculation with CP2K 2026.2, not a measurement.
Periodic cell of 504 atoms, Si360O144, from a study of silicon, its oxide and their interface. The atomic structure is a simulated model.
Doubt: the forces sum to 2.92 eV/angstrom along one axis rather than to zero, so they err by at least 0.0058 eV/angstrom per atom on average; the grid cutoff is modest.

Settings
functional: PBE
method: Gaussian and plane waves
basis set: DZVP-MOLOPT-SR-GTH
pseudopotentials: GTH-PBE
grid cutoff: 300 Ry, relative cutoff 40 Ry
k points: Gamma only
occupations: fixed
spin: none
net charge: 0

Cell vectors (angstrom)
a 16.32 0 0
b 0 16.32 0
c -1.2739 -4.8942 33.9151

Atoms and the computed forces on them: element, x, y, z (angstrom), force x, y, z (eV/angstrom)
Si 1.173 -1.203 0.198 0.328 -0.196 0.712
Si 3.984 1.568 0.203 0.121 -0.175 0.742
Si 1.837 3.875 -0.047 -0.464 0.236 0.687
Si 3.724 7.097 0.189 0.206 -0.101 0.762
Si 1.52 -7.113 0.484 0.065 0.032 0.722
Si 4.189 -4.527 0.149 0.025 0.267 0.726
Si 7.013 -1.634 0.033 -0.218 0.076 0.766
Si 9.194 1.504 0.093 0.153 0.012 0.694
Si 7.086 3.831 -0.157 -0.19 0.216 0.687
Si 9.834 6.644 -0.029 -0.238 0.168 0.783
Si 6.567 9.747 -0.004 0.144 -0.203 0.724
Si -7.088 -3.867 0.015 0.209 -0.084 0.782
Si -3.836 -1.604 -0.04 -0.145 0.179 0.743
Si -1.042 1.075 -0.009 -0.306 0.41 0.752
Si -4.329 4.369 0.118 0.076 -0.17 0.776
Si -1.673 7.091 0.033 0.099 -0.105 0.681
Si -3.802 -6.883 0.02 -0.106 0.06 0.666
Si -1.496 -3.697 0.106 -0.048 -0.247 0.743
Si 2.789 -0.031 1.411 -0.028 0.013 -0.016
Si 5.53 2.815 1.373 0.058 0.024 -0.038
Si 2.724 5.436 1.463 -0.013 -0.012 -0.057
Si 5.441 8.175 1.358 -0.011 0.047 -0.078
Si 2.742 -5.535 1.651 -0.041 0.035 -0.036
Si 5.375 -2.795 1.288 -0.013 -0.021 -0.082
Si 8.074 -0.036 1.421 0.002 -0.046 -0.011
Si -5.49 2.71 1.307 -0.02 -0.01 -0.037
Si 8.176 5.465 1.193 -0.002 -0.002 -0.071
Si -5.386 8.229 1.313 0.017 -0.005 -0.044
Si 8.12 -5.437 1.348 -0.009 0.02 -0.066
Si -5.436 -2.735 1.281 -0.01 -0.001 -0.036
Si -2.718 0.013 1.279 0.022 -0.03 -0.048
Si 0.042 2.813 1.169 0.062 -0.011 -0.053
Si -2.766 5.522 1.399 0.032 -0.039 -0.051
Si -0.085 7.997 1.559 -0.057 -0.029 -0.014
Si -2.627 -5.379 1.352 0.037 0.042 -0.032
Si -0.001 -2.673 1.549 0.014 0.014 -0.019
Si 1.361 1.417 2.655 -0.018 0.015 0.034
Si 4.162 4.127 2.767 -0.028 -0.025 0.026
Si 1.295 6.657 2.862 0.031 0.02 0.048
Si 4.146 9.436 2.894 -0.001 -0.04 0.049
Si 1.358 -4.08 2.84 0.003 -0.016 0.016
Si 4.107 -1.414 2.733 0.037 -0.01 0.002
Si 6.762 1.36 2.761 -0.023 0.004 0.028
Si 9.488 4.104 2.663 -0.005 0.015 0.045
Si 6.823 6.778 2.638 0.012 0.002 -0.004
Si 9.519 -6.791 2.669 0.021 0.023 -0.017
Si 6.755 -4.098 2.723 -0.029 -0.016 0.049
Si -6.766 -1.357 2.691 0.001 -0.014 0.017
Si -4.091 1.363 2.641 -0.007 -0.01 0.005
Si -1.343 4.09 2.629 0.008 -0.005 -0.02
Si -4.099 6.875 2.767 -0.01 0.021 0.025
Si -1.344 -6.765 2.783 -0.025 -0.009 0.019
Si -4.092 -4.086 2.689 0.003 -0.011 0.009
Si -1.401 -1.283 2.793 0.007 0.032 0.029
Si 0.007 0.08 4.083 0.005 0.005 -0.03
Si 2.743 2.726 4.059 -0.009 -0.006 -0.046
Si -0.056 5.336 4.169 -0.02 0 0.017
Si 2.702 8.079 4.15 0.011 0.005 -0.028
Si 0.004 -5.444 4.168 -0.017 -0.025 -0.004
Si 2.737 -2.712 4.135 -0.001 0.019 -0.001
Si 5.425 -0.021 4.102 -0.012 0.022 -0.004
Si 8.164 2.73 4.068 0.017 0.024 -0.042
Si 5.497 5.478 4.105 -0.004 0.013 0.011
Si 8.173 -8.174 4.026 -0.029 -0.005 -0.018
Si 5.472 -5.448 4.168 -0.016 0.035 -0.015
Si 8.164 -2.722 4.047 -0.025 0.002 -0.041
Si -5.423 0.01 4.052 -0.004 -0.017 -0.013
Si -2.718 2.725 3.996 0.016 0.015 0.003
Si -5.468 5.454 4.057 0.006 -0.005 -0.024
Si -2.733 8.208 4.125 0.02 -0.017 0.002
Si -5.453 -5.44 4.06 0.049 0.008 -0.021
Si -2.757 -2.709 4.085 0.022 -0.02 -0.022
Si 1.338 -1.369 16.319 -0.008 -0.012 0.009
Si 4.061 1.348 16.291 -0.007 0.008 0.001
Si 1.398 4.092 16.287 0.01 -0.012 -0.002
Si 4.094 6.802 16.351 0.004 0.011 0.007
Si 1.355 -6.804 16.357 -0.01 0.008 -0.007
Si 4.078 -4.1 16.334 -0.003 -0.009 0.01
Si 6.787 -1.393 16.318 -0.009 -0.005 0
Si -6.79 1.363 16.259 -0.004 -0.007 -0.001
Si 6.784 4.109 16.285 -0.003 -0.008 0.003
Si -6.78 6.813 16.299 0.013 -0.011 0.004
Si 6.785 -6.814 16.324 -0.008 -0.007 0.002
Si -6.815 -4.1 16.35 0.001 -0.008 0.011
Si -4.086 -1.374 16.281 -0.012 0.004 0.01
Si -1.361 1.365 16.297 -0.008 0.008 0.005
Si -4.072 4.081 16.304 0.001 -0.006 0.011
Si -1.316 6.854 16.298 0.007 0.012 0.001
Si -4.075 9.555 16.321 -0.003 -0.005 0.001
Si -1.36 -4.095 16.323 0.01 0.003 -0.002
Si 2.719 -0.026 17.665 -0.02 0.026 0.006
Si 5.372 2.776 17.609 0.002 0.001 0.023
Si 2.707 5.458 17.701 0.007 -0.035 0.005
Si 5.48 8.134 17.725 0.005 0.009 0.025
Si 2.713 -5.443 17.706 -0.014 -0.005 0.04
Si 5.431 -2.754 17.71 0.018 0.006 -0.003
Si 8.195 -0.02 17.595 0.016 -0.004 0.021
Si -5.458 2.714 17.649 -0.004 -0.004 0.005
Si 8.192 5.433 17.636 -0.017 0.009 -0.003
Si -5.46 8.216 17.66 0.011 -0.004 0.019
Si 8.108 -5.458 17.707 0.018 -0.011 0.008
Si -5.41 -2.741 17.668 -0.007 0.025 0.037
Si -2.765 0.018 17.629 0.018 0.006 0.003
Si 0.067 2.701 17.614 -0.001 0.004 0.009
Si -2.685 5.486 17.589 -0.011 -0.001 0.016
Si 0.015 -8.151 17.761 -0.007 -0.017 0.009
Si -2.689 -5.456 17.712 -0.02 0.013 0.005
Si -0.032 -2.721 17.685 0.008 -0.024 0.018
Si 1.375 1.329 19.033 0.005 -0.002 -0.014
Si 4.02 4.081 19.071 0.007 -0.031 -0.002
Si 1.383 6.797 19.13 -0.008 0.011 0.01
Si 4.077 -6.83 19.053 0.007 0.014 -0.024
Si 1.347 -4.057 19.061 0.01 0.007 -0.027
Si 4.052 -1.394 19.042 -0.03 -0.013 -0.011
Si 6.81 1.41 18.817 0.016 0.016 -0.049
Si -6.781 4.097 19.015 0.003 0.006 -0.004
Si 6.887 6.745 19.061 -0.012 0.021 -0.011
Si -6.886 9.485 19.075 -0.024 -0.031 0.004
Si 6.777 -4.102 19.11 0.007 -0.018 0.014
Si 9.546 -1.368 18.998 -0.013 0.034 -0.015
Si -4.133 1.344 19.013 -0.007 -0.038 -0.008
Si -1.268 4.133 18.875 0.02 0.014 -0.045
Si -4.018 6.883 18.93 0.022 0 -0.028
Si -1.335 -6.779 19.14 0.002 0.018 0.006
Si -4.059 -4.105 19.055 0.007 -0.002 -0.009
Si -1.439 -1.34 18.988 -0.009 0.003 -0.015
Si -0.064 -0.016 20.335 -0.001 -0.01 0.04
Si 2.673 2.69 20.469 -0.018 0.03 0.034
Si -0.007 5.402 20.428 -0.003 -0.015 0.059
Si 2.789 8.119 20.496 0.009 0.002 0.077
Si 0.035 -5.403 20.501 0.008 0.013 0.038
Si 2.669 -2.687 20.475 -0.023 -0.002 0.043
Si 5.498 0.055 20.157 0.01 0 0.013
Si 8.115 2.7 20.265 -0.012 0.001 0.052
Si 5.503 5.379 20.372 -0.01 -0.015 0.044
Si 8.191 8.055 20.551 0.033 -0.007 0.038
Si 5.381 -5.464 20.462 -0.016 0.001 0.029
Si 8.203 -2.723 20.391 0.037 0.014 0.024
Si -5.466 -0.016 20.448 0.007 -0.031 0.034
Si -2.674 2.79 20.116 -0.005 -0.022 0.014
Si -5.36 5.522 20.247 -0.051 0.019 0.039
Si -2.716 -8.167 20.453 -0.008 -0.004 0.032
Si -5.503 -5.448 20.355 0.007 0.037 0.023
Si -2.753 -2.672 20.417 -0.018 -0.024 0.026
Si 1.06 -1.495 21.768 0.188 0.112 -0.779
Si 4.366 1.486 21.578 -0.237 0.035 -0.701
Si 0.968 3.731 21.783 0.305 0.2 -0.726
Si 4.424 6.91 21.753 -0.181 -0.024 -0.704
Si 1.649 -6.591 21.78 -0.199 -0.086 -0.795
Si 3.776 -4.297 21.793 0.235 0.108 -0.807
Si 7.019 -1.052 21.505 0.037 -0.17 -0.72
Si -7.147 1.147 21.62 0.272 0.027 -0.768
Si 6.56 3.722 21.683 0.14 0.194 -0.757
Si -6.397 6.917 21.811 -0.288 -0.057 -0.688
Si 6.519 -7.09 21.738 0.151 0.12 -0.817
Si 9.746 -3.887 21.756 -0.175 -0.061 -0.713
Si -4.372 -1.625 21.808 0.138 0.196 -0.778
Si -1.302 1.575 21.505 -0.04 -0.167 -0.742
Si -3.745 4.36 21.422 0.016 0.048 -0.727
Si -1.581 6.526 21.756 0.113 0.218 -0.713
Si -4.38 -7.013 21.656 0.172 -0.019 -0.708
Si -1.128 -3.733 21.728 -0.045 -0.192 -0.768
Si -5.387 2.679 23.586 -0.019 0.011 -0.059
Si 5.474 2.887 -5.45 0.016 -0.072 0.078
Si 2.627 0.302 23.836 -0.008 0.006 -0.082
Si -0.51 -5.607 -6.465 0.013 0.053 -0.113
Si -6.128 -0.289 -7.365 0.078 0.083 0.061
Si 2.462 -1.734 -2.523 -0.015 0.063 0.078
Si 4.332 6.934 -2.717 0.088 -0.049 0.102
Si -5.69 4.919 -7.307 0.006 -0.162 0.024
Si -1.081 2.105 -2.936 0.121 -0.241 0.129
Si 2.758 -4.572 -2.663 0.131 -0.104 0.137
Si -4.425 2.244 -7.375 -0.01 0.042 0.013
Si 1.474 -3.305 -6.945 0.081 0.065 -0.016
Si 2.034 3.299 24.514 -0.051 -0.015 -0.1
Si 4.667 -0.641 25.791 -0.009 -0.036 -0.112
Si -1.551 4.775 -5.249 -0.009 0.157 0.062
Si -6.192 7.924 -2.782 -0.025 0.008 0.12
Si 5.302 -2.327 -5.471 0.054 -0.107 -0.085
Si 2.52 2.161 -5.144 -0.002 -0.088 0.188
Si -5.551 3.227 -4.887 -0.005 -0.054 -0.107
Si 1.276 -8.163 -7.115 -0.032 -0.021 0.118
Si 0.057 -5.474 -1.767 0.107 0.135 0.02
Si -3.511 6.622 -6.412 0.133 -0.012 0.031
Si -3.948 -4.009 -4.468 -0.013 0.1 -0.061
Si 7.04 4.359 24.695 -0.056 -0.086 -0.121
Si -6.502 5.322 24.616 0.105 -0.01 -0.162
Si 4.391 -4.48 -7.012 0.047 0.019 -0.013
Si -0.303 -7.865 23.816 0.02 -0.121 -0.049
Si 1.649 6.673 -4.259 -0.012 -0.111 -0.142
Si 1.502 3.846 -3.015 0.205 0.051 0.036
Si -5.313 0.224 -2.052 -0.051 -0.118 0.046
Si 6.373 4.711 -3.184 0.023 -0.032 0.184
Si 6.472 0.2 -4.656 -0.006 0.008 -0.019
Si -5.576 -5.48 -2.243 0.13 -0.062 0.131
Si 4.162 5.336 24.499 0.07 0.003 -0.089
Si -6.953 0.6 -4.519 0.1 0.008 -0.002
Si 2.441 -0.928 -5.219 -0.076 -0.119 -0.036
Si 6.488 -7.312 -2.904 0.029 -0.032 0.095
Si 7.749 -5.104 23.842 0.044 0.046 -0.213
Si -0.993 6.566 -2.939 -0.027 -0.121 0.189
Si -3.683 -1.876 -6.434 0.082 -0.103 0.03
Si -3.547 8.104 -3.857 -0.093 -0.154 -0.021
Si 8.095 6.779 -4.534 -0.127 -0.019 -0.047
Si -3.266 -4.66 -7.269 0.038 0.005 0.044
Si 5.191 -5.056 -4.321 -0.02 0.08 -0.023
Si 5.609 -2.762 23.736 -0.036 -0.054 -0.077
Si -1.989 -5.79 -3.786 0.04 0.123 -0.041
Si -2.541 -5.614 23.694 -0.004 0.059 -0.141
Si -3.847 2.955 -2.518 -0.115 0.001 0.113
Si -2.182 1.387 26.33 -0.03 0.013 -0.081
Si 6.776 1.509 26.183 0.052 0.073 0.071
Si -0.338 2.026 -5.643 0.113 0 0.091
Si -3.247 0.426 23.792 -0.071 -0.007 -0.205
Si -3.308 -4.457 26.488 -0.161 -0.019 0.005
Si 5.126 -0.258 -1.972 0.079 0.004 0.092
Si 1.354 -1.321 5.439 0.005 0.005 -0.008
Si 4.064 1.349 5.442 -0.012 -0.01 0.005
Si 1.374 4.03 5.477 -0.007 -0.016 0.007
Si 4.102 6.773 5.491 -0.002 -0.009 0.007
Si 1.368 9.493 5.485 0.008 0.008 0.006
Si 4.089 -4.083 5.488 -0.014 -0.007 -0.009
Si 6.821 -1.362 5.434 0.002 -0.007 -0.012
Si 9.535 1.37 5.416 0.005 0.009 -0.005
Si 6.82 4.08 5.449 -0.003 -0.015 0.002
Si -6.811 6.802 5.43 -0.006 0.002 -0.009
Si 6.847 -6.825 5.457 0.002 -0.017 -0.004
Si -6.806 -4.079 5.423 -0.01 -0.006 -0.009
Si -4.098 -1.35 5.445 0.001 0.008 0.001
Si -1.377 1.398 5.431 0.01 0.021 -0.005
Si -4.079 4.085 5.385 0.018 -0.013 -0.016
Si -1.385 6.795 5.457 0.013 0.018 -0.01
Si -4.106 -6.776 5.465 -0.008 0 -0.007
Si -1.386 -4.062 5.46 -0.009 0.019 -0.009
Si 2.714 0.006 6.82 -0.017 0.022 0.001
Si 5.44 2.715 6.79 -0.005 0.007 -0.004
Si 2.727 5.411 6.826 0.009 -0.001 -0.001
Si 5.458 -8.16 6.82 -0.015 0.014 -0.006
Si 2.723 -5.448 6.829 0.006 -0.003 0.007
Si 5.46 -2.712 6.813 0.002 0.002 -0.006
Si 8.173 0.01 6.785 0.002 -0.008 0
Si -5.424 2.727 6.773 0.002 0.001 -0.007
Si -8.152 5.443 6.808 0 -0.001 0.002
Si -5.455 -8.16 6.803 0.003 0.007 0.007
Si -8.135 -5.446 6.808 0.004 -0.009 0.004
Si -5.457 -2.715 6.796 0.002 0.006 -0.002
Si -2.723 0.013 6.787 0.012 -0.005 0
Si -0.01 2.707 6.829 0.02 -0.016 0.009
Si -2.745 5.433 6.797 -0.008 0.008 -0.002
Si -0.01 8.14 6.822 0.006 -0.007 -0.003
Si -2.738 -5.424 6.819 -0.004 -0.004 -0.003
Si -0.006 -2.698 6.795 -0.001 0.001 -0.006
Si 1.351 1.351 8.184 -0.018 -0.021 0.008
Si 4.088 4.059 8.176 -0.015 -0.012 -0.002
Si 1.364 6.787 8.171 0.008 0.016 -0.005
Si 4.093 -6.801 8.176 0.007 0.007 0.003
Si 1.351 -4.071 8.158 0.003 -0.006 -0.007
Si 4.086 -1.358 8.164 0.001 0.004 -0.005
Si 6.805 1.359 8.15 -0.005 -0.002 -0.005
Si -6.784 4.079 8.15 0.01 0.01 0
Si 6.808 6.794 8.174 0 -0.011 0.006
Si -6.794 -6.801 8.176 -0.002 0.001 0.009
Si 6.811 -4.086 8.161 -0.007 0.004 -0.005
Si -6.806 -1.354 8.159 -0.001 0 0.003
Si -4.08 1.368 8.15 -0.001 0.012 0.001
Si -1.368 4.088 8.162 0.014 0.012 -0.001
Si -4.093 6.798 8.159 -0.002 -0.011 -0.001
Si -1.371 -6.8 8.162 0.006 0.001 -0.009
Si -4.095 -4.066 8.169 0.004 -0.006 0.003
Si -1.366 -1.345 8.157 0.002 0.007 -0.003
Si -0.005 -0.007 9.535 0.02 0.005 0.002
Si 2.718 2.712 9.533 0 -0.002 0
Si -0.003 5.439 9.525 -0.01 0 0.005
Si 2.724 -8.164 9.522 -0.002 -0.007 0
Si -0.007 -5.438 9.515 -0.004 0.003 -0.001
Si 2.722 -2.723 9.518 0.002 0.003 0.003
Si 5.444 0.003 9.519 -0.004 -0.002 -0.001
Si -8.152 2.72 9.507 -0.002 0.005 -0.005
Si 5.445 5.432 9.524 -0.005 0.005 -0.004
Si -8.158 -8.159 9.53 -0.003 0.012 0
Si 5.448 -5.436 9.527 0 0 0.001
Si -8.16 -2.72 9.521 0.003 0.003 -0.006
Si -5.44 0.006 9.51 0.008 -0.004 -0.001
Si -2.724 2.724 9.518 -0.002 -0.014 -0.001
Si -5.442 5.441 9.524 0 -0.003 0.001
Si -2.727 -8.162 9.519 0.004 -0.001 0.002
Si -5.439 -5.437 9.53 0 -0.008 -0.002
Si -2.724 -2.709 9.516 0.001 0.006 -0.004
Si 1.362 -1.369 10.883 -0.016 -0.002 0.002
Si 4.08 1.353 10.884 -0.003 0.003 0.001
Si 1.359 4.081 10.883 0.002 0.001 0.003
Si 4.085 -9.522 10.877 0.003 -0.004 0.005
Si 1.359 -6.797 10.874 0.006 0.007 -0.001
Si 4.079 -4.082 10.883 0.004 -0.003 0
Si 6.794 -1.365 10.88 -0.003 0 0
Si -6.801 1.359 10.875 0.004 -0.005 -0.002
Si -9.509 4.076 10.875 0.005 -0.01 -0.001
Si -6.797 -9.517 10.886 0 -0.009 0.003
Si -9.519 -6.798 10.885 -0.004 -0.003 -0.001
Si -6.804 -4.08 10.882 -0.001 0 0.003
Si -4.085 -1.353 10.874 0 0.012 0.001
Si -1.364 1.364 10.878 0.003 -0.005 0.003
Si -4.079 4.084 10.882 0.003 0.012 0.001
Si -1.357 6.807 10.88 0.011 -0.002 -0.004
Si -4.079 -6.801 10.883 0.007 0.009 0.002
Si -1.364 -4.075 10.873 -0.008 0.001 -0.001
Si 2.719 -0.008 12.242 0.009 -0.006 0.005
Si 5.448 2.716 12.231 0.001 0.007 -0.008
Si 2.724 5.443 12.235 -0.004 0.008 -0.001
Si 5.434 -8.154 12.237 0.004 0.003 0
Si 2.718 -5.444 12.241 -0.003 -0.004 0.004
Si 5.437 -2.726 12.246 -0.002 0.008 0.004
Si 8.157 -0.006 12.233 -0.006 -0.002 0
Si -5.443 2.723 12.235 0.002 -0.007 -0.001
Si -8.161 5.445 12.238 -0.005 -0.003 -0.003
Si -5.436 -8.157 12.246 -0.004 0.003 0.002
Si -8.159 -5.442 12.244 -0.002 0.007 -0.003
Si -5.444 -2.716 12.232 0.014 -0.004 -0.001
Si -2.717 -0.003 12.231 -0.001 0.01 -0.004
Si -0.005 2.725 12.237 -0.001 -0.009 0
Si -2.716 5.449 12.238 0.001 -0.007 0
Si 0.006 8.166 12.241 -0.014 -0.001 0.003
Si -2.721 -5.433 12.234 0.007 -0.008 0.001
Si 0.005 -2.732 12.24 0.006 0.003 0.007
Si 1.351 1.358 13.589 -0.009 0.015 0.002
Si 4.092 4.083 13.582 0.011 -0.015 -0.004
Si 1.379 6.812 13.599 0.009 -0.006 0.001
Si 4.069 -6.806 13.606 0 0.003 -0.005
Si 1.362 -4.09 13.609 -0.004 -0.01 0.001
Si 4.072 -1.371 13.607 0 0.003 0.003
Si 6.795 1.349 13.592 0.002 0.002 -0.001
Si -6.804 4.085 13.593 0.004 0.005 0.003
Si 6.801 -9.504 13.59 -0.017 0.003 -0.004
Si -6.795 -6.795 13.605 0.002 -0.006 0.003
Si 6.794 -4.094 13.604 0.004 -0.007 0
Si 9.507 -1.372 13.595 0 0.008 0.006
Si -4.071 1.362 13.582 0.007 -0.011 -0.004
Si -1.352 4.097 13.598 -0.009 0.008 0
Si -4.067 6.809 13.603 0.017 -0.015 -0.002
Si -1.357 9.534 13.592 0.001 0.017 -0.007
Si -4.086 -4.075 13.591 -0.016 0.01 -0.002
Si -1.359 -1.37 13.588 0.004 0.001 -0.002
Si -0.008 -0.008 14.946 0.003 -0.003 0.005
Si 2.729 2.719 14.923 0 0.008 -0.001
Si 0.02 5.458 14.95 -0.005 -0.004 -0.002
Si 2.724 8.162 14.991 0.001 0.001 0.004
Si 0.005 -5.452 14.972 -0.012 -0.012 0.002
Si 2.716 -2.731 14.975 0 0.001 0.003
Si 5.44 -0.015 14.957 0.001 0.003 0.001
Si 8.143 2.726 14.939 -0.006 -0.014 0.003
Si 5.432 5.466 14.94 0.01 0 0.003
Si 8.16 -8.154 14.957 0.004 0.008 -0.002
Si 5.429 -5.453 14.962 -0.001 -0.005 -0.004
Si 8.156 -2.745 14.966 -0.007 0.004 0.008
Si -5.433 -0.006 14.92 0.003 0.011 0.002
Si -2.715 2.728 14.941 0 -0.002 -0.001
Si -5.431 5.441 14.946 -0.006 0.008 0
Si -2.713 8.189 14.958 -0.001 -0.006 0.001
Si -5.444 -5.423 14.962 0.021 0.005 -0.002
Si -2.713 -2.734 14.948 0.002 -0.005 -0.002
O 5.031 -7.939 -2.638 -0.589 0.15 0.081
O 5.522 -3.46 -4.315 0.086 0.266 0.209
O -5.433 5.453 -0.409 0.038 -0.046 -0.175
O 1.371 4.171 23.306 0.1 0.472 0.141
O 1.052 -7.357 23.092 0.154 -0.017 0.244
O -3.371 -6.623 -3.818 -0.505 0.309 -0.054
O 8.09 0.025 22.13 -0.091 -0.01 0.49
O 3.87 0.59 22.844 0.193 -0.199 0.145
O -7.226 -4.607 23.072 0.434 -0.008 0.482
O 4.322 -3.541 23.136 -0.357 0.141 0.529
O -3.848 -6.15 22.927 -0.247 0.362 0.185
O -5.047 -1.455 -7.165 -0.313 -0.264 -0.238
O 2.814 2.59 -0.27 0.06 -0.309 -0.538
O -1.422 1.328 -1.572 -0.112 -0.214 -0.371
O 3.232 -4.288 -1.144 -0.532 0.344 0.169
O -1.423 -6.747 23.595 -0.054 -0.036 -0.318
O 3.895 -1.287 -1.934 0.047 -0.16 0.268
O -4.449 2.407 -5.758 0.532 -0.355 0.286
O -2.49 2.777 -3.342 -0.064 0.115 -0.549
O 1.509 -1.876 -1.244 -0.318 -0.571 -0.08
O 5.459 8.086 22.261 -0.079 0.048 0.314
O -5.534 6.264 25.489 0.078 0.242 -0.058
O -4.396 -6.052 -1.265 0.161 -0.016 -0.097
O 6.12 1.413 -5.667 -0.049 0.019 -0.345
O 1.618 7.377 -5.728 0.08 -0.204 -0.041
O 2.712 -5.445 22.292 -0.056 -0.046 0.532
O -4.516 -1.034 -1.422 0.127 -0.325 -0.392
O -0.86 7.095 23.117 0.074 -0.217 0.122
O 7.231 7.989 -3.895 -0.18 0.104 0.116
O 7.166 -7.112 -1.436 0.451 -0.233 -0.124
O 7.931 6.692 -6.136 -0.002 -0.041 0.254
O -4.749 6.229 -7.35 -0.015 0.356 -0.365
O -1.074 6.413 -1.333 0.403 -0.237 -0.07
O -4.603 7.613 -2.749 0.146 -0.137 0.482
O -6.358 -6.774 -2.85 -0.245 0.188 -0.187
O 2.846 -4.126 -6.715 -0.017 -0.148 0.428
O -6.911 7.319 -1.461 -0.485 0.003 -0.237
O 8.149 -2.718 -0.437 0.112 -0.063 -0.505
O 3.183 -0.391 25.185 -0.376 -0.117 0.244
O 3.913 -1.565 -5.234 0.008 -0.044 0.003
O -4.928 3.684 -3.474 -0.414 0.377 0.016
O 7.223 4.212 23.086 0.044 -0.076 -0.015
O 3.873 2.847 -5.662 -0.157 0.169 -0.285
O 5.271 -1.971 25.091 0.134 -0.24 0.232
O -4.456 1.46 24.076 -0.103 -0.121 0.468
O -0.548 1.252 -4.215 -0.205 -0.667 -0.187
O 6.758 -3.85 23.959 0.034 0.15 0.135
O -6.721 7.188 -4.116 0.358 0.039 -0.496
O -3.799 -0.976 23.201 0.254 -0.258 0.277
O 7.711 5.367 -3.825 0.468 -0.27 -0.132
O -0.021 -8.046 25.379 -0.049 0.042 -0.016
O -0.029 -2.628 22.254 0.058 -0.143 0.257
O -1.391 3.242 -5.662 -0.609 0.07 -0.123
O 7.109 -6.348 23.051 0.043 -0.016 0.62
O 6.56 4.38 -1.605 0.056 0.363 -0.101
O -0.961 2.325 25.884 -0.113 0.101 -0.204
O 4.932 -5.494 -5.862 0.127 -0.72 0.082
O 2.411 2.6 -3.564 0.089 -0.227 0.086
O -8.155 2.64 -0.501 0.123 -0.21 -0.135
O 1.605 5.034 -4.137 0.066 -0.065 -0.538
O -3.049 5.261 -5.638 -0.367 -0.422 -0.142
O -4 7.718 -5.352 -0.226 0.382 -0.224
O 0.417 7.207 -3.363 -0.044 0.427 -0.139
O -2.17 1.003 22.746 0.023 -0.12 0.162
O -4.507 3.479 22.524 0.213 -0.306 0.002
O 1.531 -1.849 -6.207 -0.555 0.374 -0.189
O -2.747 -0.559 -6.358 0.076 0.259 0.568
O -1.935 -4.27 23.039 -0.192 0.329 0.459
O -1.831 -5.416 -7.402 0.037 -0.248 -0.482
O 6.954 2.915 25.414 -0.128 0.001 0.164
O 0.117 -0.037 -0.162 -0.04 -0.118 -0.423
O -2.709 5.401 22.175 -0.184 0.057 0.285
O -4.351 1.506 -2.037 0.184 -0.079 -0.003
O -4.024 -2.458 -4.949 -0.09 0.342 0.422
O -2.669 -2.687 -0.455 -0.076 0.103 -0.48
O -4.001 -4.906 -5.837 -0.408 -0.403 0.01
O 6.126 -1.65 22.707 -0.165 0.348 0.053
O -6.044 4.488 -5.771 -0.302 0.101 0.445
O -5.398 8.152 22.236 0.199 -0.076 0.36
O 5.366 0.202 -3.486 -0.169 0.458 -0.116
O -0.559 -4.113 -1.163 0 0.405 -0.233
O 3.983 6.002 23.034 -0.419 -0.141 0.039
O 5.705 5.236 24.961 0.007 0.308 0.391
O -0.65 0.991 -6.823 0.437 -0.256 -0.131
O -6.764 -3.772 26.096 -0.484 0.255 -0.423
O 6.392 -5.884 -3.653 0.466 0.033 -0.295
O 5.256 -3.104 -6.894 0.154 0.463 -0.303
O -6.916 -0.074 -5.98 -0.435 -0.156 0.036
O -6.188 -1.23 25.906 0.093 0.172 -0.514
O 5.209 5.799 -3.44 -0.168 -0.052 -0.503
O 2.997 7.164 -3.554 0.009 0.281 -0.198
O 0.258 -4.185 -6.35 -0.287 0.317 0.511
O 0.519 -6.745 -6.95 0.237 0.12 -0.289
O 2.595 -3.124 -3.32 -0.232 -0.028 -0.405
O 5.394 -5.492 -0.395 -0.144 0.208 -0.145
O -2.505 0.254 25.22 0.405 -0.512 0.388
O 1.935 1.721 24.175 -0.512 -0.038 0.097
O -3.001 -3.052 -7.33 0.497 0.296 -0.563
O 7.998 0.478 25.884 -0.013 -0.249 -0.235
O 1.134 2.675 -5.817 -0.08 0.168 -0.692
O -3.549 3.841 -1.209 0.281 -0.025 -0.222
O 3.845 -5.398 -3.491 -0.088 -0.313 0.13
O -6.771 2.208 -4.606 -0.636 0.277 0.001
O 7.99 -5.651 25.332 -0.026 -0.484 0.267
O -2.71 -8.037 -0.435 0.061 0.149 -0.497
O -6.599 0.595 -1.151 -0.07 -0.063 -0.001
O 7.896 0.358 -3.93 -0.016 0.05 0.41
O -0.19 2.617 22.077 -0.017 0.009 0.017
O 1.307 -5.258 -2.753 -0.158 -0.059 -0.388
O 5.941 3.375 -3.979 0.161 -0.289 0.537
O 4.165 6.395 -1.205 0.01 -0.401 -0.03
O 1.844 4.508 -1.567 0.285 0.39 -0.25
O 3.564 3.828 24.568 0.425 -0.472 0.163
O 1.341 3.554 25.947 0.32 0.215 0.309
O -1.031 -6.096 -5.03 0.259 -0.3 0.206
O -5.834 -0.069 -3.555 0.198 -0.369 -0.337
O -0.505 5.588 -6.184 0.632 0.155 0.061
O -6.65 6.005 23.143 -0.377 -0.226 0.21
O -2.969 -5.326 25.197 0.024 -0.331 0.099
O 0.559 -6.425 -0.605 -0.239 -0.219 0.07
O 6.423 -0.972 -1.335 0.024 -0.172 -0.264
O -1.162 -6.218 -2.488 -0.184 -0.493 0.27
O 5.479 0.743 25.596 -0.252 0.295 0.084
O 5.427 2.615 22.115 -0.082 -0.065 0.789
O 0.054 3.21 -2.681 -0.164 0.2 0.329
O -5.08 -4.463 -3.409 -0.285 0.172 0.034
O 2.621 -8.083 -0.243 0.052 0.002 -0.539
O 5.986 3.946 -6.545 0.061 0.312 0.15
O -6.691 1.987 22.937 -0.291 0.039 0.374
O -5.456 -2.782 22.252 -0.015 0.164 0.152
O 3.304 6.288 25.468 -0.322 0.318 -0.349
O -4.243 -3.183 26.104 0.191 0.215 -0.422
O -2.481 -4.246 -3.79 0.241 0.269 0.605
O 4.756 1.057 -1.129 0.238 0.552 -0.324
O 1.593 -0.704 23.098 -0.33 0.081 0.132
O -1.247 5.169 -3.714 0.178 -0.46 0.34
O -6.578 -4.598 -1.339 -0.032 -0.224 -0.089
O -7.995 5.187 25.233 -0.229 0.145 0.645
O 6.46 -1.214 -5.446 0.471 0.018 -0.614
O 1.885 -0.787 -3.691 -0.567 0.402 0.11
O -2.248 7.165 -7.272 -0.12 0.541 -0.041
O -5.883 3.81 24.626 -0.076 -0.218 0.319
O -2.113 7.532 -3.516 0.144 0.256 0.013
O 2.573 0.619 -5.633 0.047 0.199 -0.712

Results
total energy: -101655.961 eV
total energy less fixed offsets of O -438.25, Si -107.07 eV per atom: -2.761 eV
